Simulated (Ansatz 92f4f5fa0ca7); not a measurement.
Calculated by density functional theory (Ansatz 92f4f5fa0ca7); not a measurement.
Periodic cell of 199 atoms, Si117O82, from a study of silicon, its oxide and their interface. The atomic structure is a simulated model.

Settings: functional PBE; potential files Ansatz PAW; basis plane waves; wave-function cutoff 700 eV; density cutoff ratio 5; exchange-correlation grid ratio 2; k mesh 2 x 2 x 1, shifted by 0.5 0.5 0.5 of a step; self-consistency stop 5e-08 eV per atom in the density residual; occupations Fermi-Dirac, 0.05 eV; spin none; net charge 0.

Cell vectors (angstrom)
a  11.5983  0  0
b  0  11.5983  0
c  3.3936  2.3112  26.8414

Atoms: element, x, y, z (angstrom)
Si  -2.4295  3.849  -2.0642
Si  9.8537  1.2083  -0.3033
Si  9.8422  10.3712  -0.6236
Si  2.1227  1.427  -0.406
Si  2.0722  4.1946  -1.8345
Si  2.3962  10.5869  -0.5452
Si  5.9263  1.2044  -0.2648
Si  5.7113  6.2776  -0.4209
Si  5.9382  8.6869  -0.367
Si  0.2299  1.6387  0.9239
Si  1.4265  5.4907  0.8913
Si  0.3276  9.608  0.4288
Si  4.0314  1.8365  0.9332
Si  4.1873  3.7571  2.2749
Si  4.0846  9.5195  0.9203
Si  7.9338  1.4499  0.9839
Si  7.8681  5.4049  0.4096
Si  8.0308  9.3933  0.6563
Si  0.3907  3.6734  2.1271
Si  0.4636  7.5509  1.8306
Si  0.2834  11.255  2.1914
Si  3.8855  5.7466  1.0629
Si  4.1131  7.6363  2.3884
Si  4.162  11.4156  2.2827
Si  7.979  3.5925  1.9946
Si  8.2341  7.3558  1.8684
Si  7.9658  11.1418  2.2898
Si  9.9539  3.6718  3.3828
Si  10.1133  7.4282  3.3459
Si  9.9532  11.2556  3.5789
Si  2.2312  3.6204  3.5594
Si  2.109  7.6056  3.5703
Si  2.1965  11.3154  3.5888
Si  6.173  3.6423  3.5135
Si  6.282  7.4877  3.4094
Si  6.0914  11.2749  3.6542
Si  9.9669  1.7131  4.81
Si  10.0086  5.5517  4.8308
Si  10.0105  9.3045  4.9101
Si  2.2496  1.6847  4.8672
Si  2.1963  5.6053  4.8394
Si  2.1659  9.4422  5.0173
Si  6.1054  1.692  4.8551
Si  6.2052  5.5945  4.8518
Si  6.2685  9.3241  4.9482
Si  0.3268  13.3405  6.1848
Si  0.3067  5.5453  6.2645
Si  0.2385  9.3946  6.4188
Si  4.1814  13.3065  6.2135
Si  4.1936  5.6201  6.1047
Si  4.2461  9.4114  6.1461
Si  8.0149  13.2432  6.2028
Si  8.1032  5.5669  6.3025
Si  8.182  9.3423  6.4419
Si  0.2706  3.6212  7.6443
Si  0.3444  7.3812  7.7559
Si  0.2399  11.4808  7.6051
Si  4.0983  3.709  7.4817
Si  4.2769  7.5166  7.5008
Si  4.2653  11.3187  7.5119
Si  7.9905  3.5504  7.5806
Si  8.1966  7.3739  7.8676
Si  8.137  11.4211  7.7282
Si  9.9029  3.0347  8.871
Si  10.1671  6.8803  9.291
Si  10.0418  12.1737  8.9966
Si  2.2516  3.809  9.0175
Si  2.4095  7.5736  8.8978
Si  2.2781  11.5288  8.7794
Si  5.9658  3.5952  8.9004
Si  6.1129  7.3892  9.0083
Si  6.1279  11.3454  9.0031
Si  10.6601  11.6236  12.1155
Si  9.8185  4.741  10.4853
Si  10.8732  7.6176  11.475
Si  2.8813  13.4157  10.0751
Si  3.0143  5.8048  10.3397
Si  2.3723  9.6212  10.118
Si  5.2746  13.278  10.1611
Si  5.355  5.4492  10.2483
Si  6.1076  9.3478  10.2779
Si  1.1236  13.823  12.7088
Si  -0.5051  4.7525  12.4313
Si  0.9484  9.1695  11.8431
Si  5.2717  12.3465  12.9924
Si  2.5374  7.686  12.8319
Si  4.2221  9.6927  11.5796
Si  8.0586  11.0233  13.9095
Si  7.3157  5.4662  12.4656
Si  8.0521  8.4562  12.5988
Si  2.4829  7.4936  15.9803
Si  5.7327  8.3894  22.6993
Si  4.923  6.4051  20.589
Si  11.5497  3.0438  19.0647
Si  2.7956  14.5406  17.8245
Si  1.1856  9.7821  21.2207
Si  8.9131  4.0529  14.6139
Si  8.6194  1.4181  15.9052
Si  13.2659  11.9569  23.0872
Si  9.463  5.047  17.6354
Si  8.0959  7.8362  24.3874
Si  12.2079  6.717  20.8724
Si  10.039  6.074  22.7521
Si  14.6518  13.0874  15.0424
Si  2.4941  10.5897  16.8254
Si  4.2066  5.7797  17.8334
Si  13.8628  5.7778  22.2329
Si  15.5144  10.6841  21.7718
Si  11.5979  10.2174  18.4458
Si  11.6806  7.0999  17.9109
Si  4.2257  12.0549  18.9812
Si  6.6546  4.6992  18.8552
Si  6.9299  1.6545  18.2763
Si  0.8123  14.7141  22.0407
Si  8.2207  12.8465  24.7468
Si  9.6404  15.0708  23.5618
Si  9.7559  0.8392  18.4692
O  8.8994  4.9867  -0.9065
O  3.7151  4.3545  -1.8006
O  1.2224  5.0537  -0.7116
O  10.297  11.5353  10.5241
O  11.7937  10.5174  12.5188
O  11.2744  13.0821  12.5309
O  9.2241  11.4393  12.8582
O  8.3636  5.1146  11.255
O  9.6317  8.2534  12.3455
O  2.1854  13.2991  11.5964
O  2.6394  6.3081  11.9095
O  6.6482  11.7635  13.6202
O  5.7177  13.3563  11.7864
O  5.84  5.1965  11.8395
O  7.4383  9.2006  11.2872
O  3.4639  13.4997  18.896
O  9.0965  7.2991  23.2156
O  11.3874  8.6426  18.2434
O  7.1263  8.7978  23.4587
O  13.729  6.5742  23.6873
O  2.8388  11.5618  15.5746
O  16.6878  9.8609  22.5019
O  3.1909  10.2868  -2.0359
O  9.0759  11.45  24.8465
O  9.5854  2.3978  -1.4444
O  5.723  7.695  21.2084
O  8.7176  13.622  26.129
O  1.4261  13.2195  22.0886
O  10.8613  1.5988  19.3769
O  3.74  6.62  16.5356
O  -0.1446  6.3533  12.4166
O  2.3561  7.2734  14.3866
O  0.722  10.5427  19.8633
O  10.4494  3.9923  18.363
O  10.2463  4.4907  13.813
O  1.7519  13.5492  14.1863
O  3.2738  4.4666  18.0982
O  6.5529  3.0791  18.9444
O  2.7289  9.0588  16.3549
O  4.3525  11.1358  12.3867
O  14.8554  11.6064  22.9432
O  8.975  4.5678  16.1565
O  1.1139  6.9511  16.672
O  8.8473  2.4147  14.6469
O  12.5289  10.8256  17.2465
O  7.8503  9.4115  13.9157
O  3.776  5.8626  21.6083
O  10.1116  10.8616  18.4195
O  10.6798  6.2501  21.2708
O  12.7833  2.8887  18.018
O  6.0545  5.2617  20.2689
O  9.8616  1.4793  16.9579
O  7.5925  4.5882  13.8182
O  9.6913  15.7002  25.0713
O  8.1664  5.2181  18.5968
O  3.9936  8.4874  12.709
O  10.2619  6.4451  17.4854
O  12.0364  3.5862  20.5179
O  0.8388  3.821  12.5073
O  16.0162  13.1293  14.1442
O  13.5406  4.185  22.5133
O  9.121  16.3129  22.6455
O  3.4473  10.9173  18.1099
O  7.2533  1.8651  16.6838
O  5.7175  0.6007  18.3714
O  4.4113  11.6046  20.5309
O  12.3542  6.4331  19.2521
O  7.3696  7.0302  12.9208
O  3.2124  14.103  16.3085
O  12.9358  12.2213  24.6409
O  11.1224  14.653  23.0359
O  12.1312  8.3151  21.2656
O  11.2307  5.9873  23.8489
O  8.6484  13.774  23.4675
O  1.8419  2.572  -1.6595
O  8.5261  -0.1272  15.4038
O  1.5964  4.9598  -3.2022
O  14.4124  9.6143  21.2005
O  12.3814  10.6864  22.529
O  5.7413  5.2614  17.6148
O  4.1865  6.7573  19.1586
O  8.2403  1.0306  19.0257

Results
free energy: -121024.656 eV
free energy less fixed offsets of O -569.03, Si -635.61 eV per atom: 2.174 eV
pressure: 0.02 GPa
stress xx, yy, zz, yz, xz, xy (GPa, positive in tension): -0.28, -0.02, 0.25, 0.08, 0.1, -0.29

Forces (eV/angstrom), in the order of the atoms: element, x, y, z
Si  -0.0839  -0.2077  -0.2651
Si  -0.2337  0.5463  -0.0426
Si  0.0174  -0.4939  -0.2348
Si  -0.3584  0.5717  -0.0788
Si  -0.0239  0.2146  -0.0694
Si  0.1542  -0.8387  -0.2021
Si  0.0962  0.2149  -0.542
Si  -0.0284  0.0475  -0.2266
Si  -0.0395  -0.0794  -0.1942
Si  -0.0306  0.0451  0.1011
Si  -0.2616  0.0665  -0.3944
Si  0.0762  0.2549  -0.0664
Si  0.1698  0.082  0.1792
Si  -0.0401  -0.0269  -0.1277
Si  -0.0404  -0.179  0.1252
Si  -0.0902  -0.0396  0.0693
Si  0.0648  -0.2695  -0.4683
Si  -0.0751  0.0217  0.0448
Si  -0.0079  0.0124  -0.0324
Si  0.032  -0.0223  -0.0405
Si  0.0081  0.0406  0.0077
Si  0.0096  -0.0831  0.3416
Si  -0.1225  0.1775  0.0702
Si  0.1447  -0.0793  0.1582
Si  0.0225  0.0067  0.1131
Si  -0.0584  0.1204  0.2147
Si  0.0303  -0.0102  0.1111
Si  0.0318  -0.0312  0.0737
Si  -0.0573  0.0056  -0.0619
Si  0.032  -0.0267  0.0119
Si  0.1275  -0.0266  0.2666
Si  0.156  -0.0626  0.0578
Si  -0.0477  0.0113  -0.1048
Si  0.0418  0.0139  0.0836
Si  0.0125  -0.03  -0.1027
Si  -0.031  0.2404  -0.07
Si  -0.0162  0.0595  -0.0676
Si  -0.0694  0.0238  0.0404
Si  0.0955  0.0262  -0.0832
Si  0.0461  -0.0257  0.0991
Si  -0.166  -0.0942  0.1355
Si  0.0386  -0.0206  0.0822
Si  0.1253  -0.0311  0.0261
Si  -0.0287  -0.0066  -0.019
Si  -0.0463  0.0416  0.0625
Si  -0.0949  0.0711  -0.0779
Si  0.0606  -0.0375  -0.0507
Si  -0.0076  0.0053  0.1285
Si  -0.0455  -0.0634  -0.0257
Si  0.0058  0.0167  0.012
Si  -0.0469  -0.1833  0.0487
Si  0.0795  0.1499  -0.0572
Si  0.1098  -0.0039  -0.0694
Si  -0.0907  0.0686  0.1424
Si  0.0487  -0.0299  0.1366
Si  -0.0602  -0.024  0.0147
Si  0.0593  -0.0176  -0.0579
Si  -0.0554  -0.017  -0.0093
Si  0.0857  -0.0359  0.004
Si  -0.0118  0.1464  -0.052
Si  -0.0488  0.014  0.0586
Si  0.0697  -0.0921  0.0797
Si  -0.0415  -0.016  -0.0562
Si  0.0017  0.0086  0.0098
Si  -0.0829  -0.1346  -0.0825
Si  0.1064  -0.187  0.3287
Si  0.1352  0.2975  0.066
Si  -0.0333  -0.0226  0.2024
Si  0.0759  -0.1152  0.0416
Si  0.0418  -0.0481  0.1349
Si  -0.2295  -0.2522  -0.0431
Si  -0.2343  0.1212  -0.0845
Si  -0.3981  0.0686  0.0983
Si  -0.3132  -0.0637  -0.179
Si  -0.2911  0.2767  0.2838
Si  -0.5102  -0.2517  0.2889
Si  -0.4892  0.1179  0.0477
Si  0.2469  0.1604  -0.2684
Si  0.5529  0.1919  0.1909
Si  0.5057  -0.0098  0.05
Si  0.2487  -0.0126  0.4675
Si  0.1098  -0.0644  0.1491
Si  0.1085  -0.0637  0.2548
Si  -0.6511  0.0712  -0.0716
Si  0.1194  -0.1227  0.2991
Si  0.3123  0.057  0.03
Si  0.1944  -0.0323  0.0688
Si  0.0411  0.0488  0.3489
Si  0.0028  -0.0043  0.2651
Si  -0.0632  0.2457  0.2671
Si  0.0715  0.1503  0.2709
Si  0.1293  0.1453  -0.1877
Si  0.1574  0.0995  -0.1394
Si  -0.0144  -0.0422  -0.1497
Si  0.064  -0.0911  -0.0665
Si  0.0796  -0.0176  -0.0949
Si  -0.1272  -0.3217  0.242
Si  -0.0269  -0.0528  -0.0323
Si  0.1495  -0.1156  -0.2924
Si  -0.0239  -0.0749  -0.048
Si  0.1031  0.1043  -0.294
Si  -0.3505  0.3022  -0.353
Si  -0.3002  0.2782  -0.2607
Si  0.1661  -0.0543  0.15
Si  0.0168  0.0601  0.039
Si  0.0811  -0.0212  -0.0328
Si  0.2728  -0.0982  -0.1573
Si  0.0236  -0.1281  -0.1037
Si  0.0974  -0.0128  -0.1206
Si  0.0707  0.0363  0.1081
Si  -0.0545  -0.0454  -0.0371
Si  -0.027  -0.0378  -0.0432
Si  0.0113  0.0576  -0.233
Si  -0.0729  -0.0678  -0.2146
Si  -0.178  -0.1991  -0.149
Si  0.0995  0.2479  -0.3728
Si  -0.0289  0.069  -0.236
O  -0.2823  0.2016  0.5393
O  0.0322  0.008  0.1453
O  0.2058  -0.1975  0.1137
O  0.0254  0.2236  -0.4106
O  0.2219  -0.3351  0.0724
O  0.0052  -0.0925  -0.0926
O  0.2505  -0.0128  -0.1428
O  0.0362  -0.0496  -0.1779
O  0.1563  -0.0092  -0.0468
O  0.2629  -0.0014  -0.2007
O  0.0234  -0.1655  -0.2922
O  -0.1216  0.0445  -0.1421
O  -0.2397  0.1021  -0.4008
O  -0.2201  0.0698  -0.2045
O  0.0317  0.1216  -0.2207
O  -0.0216  0.0032  0.0414
O  0.0733  -0.1408  0.0555
O  -0.0571  -0.01  -0.0557
O  0.0262  -0.1051  0.1642
O  0.185  -0.0522  0.177
O  -0.0042  0.0485  -0.0757
O  -0.0519  -0.0155  0.0444
O  0.1596  0.2633  0.1905
O  -0.0868  0.062  0.1429
O  0.1712  -0.0264  -0.0888
O  -0.0192  -0.0773  0.0799
O  0.0964  -0.0124  -0.0837
O  -0.0236  0.0361  0.0828
O  -0.0081  0.0081  0.0909
O  -0.0732  -0.0148  -0.0798
O  0.0388  0.1861  -0.3148
O  -0.0848  -0.1836  0.1159
O  0.001  0.0243  0.1236
O  0.0433  0.0007  0.0768
O  0.1982  0.0911  -0.2549
O  -0.1476  0.0438  -0.2885
O  -0.0233  0.0522  0.052
O  0.0267  0.0249  0.0768
O  0.0211  -0.1242  -0.0577
O  -0.1053  -0.1213  -0.0307
O  -0.0506  0.0106  0.057
O  -0.0026  0.0714  -0.0758
O  0.0261  -0.0598  -0.112
O  0.0387  0.2033  -0.0224
O  -0.002  -0.049  0.0506
O  -0.0097  -0.2415  -0.384
O  -0.1984  -0.0397  0.1847
O  0.0052  -0.0208  0.0767
O  0.0102  -0.1166  0.1234
O  -0.0431  0.0018  0.0689
O  -0.0379  0.0219  0.0616
O  -0.0327  -0.0472  0.116
O  -0.0284  0.0797  -0.2375
O  -0.0547  -0.069  0.266
O  0.0353  0.0037  0.0614
O  -0.0591  0.1616  -0.2222
O  0.0122  0.0394  0.0286
O  0.0131  -0.036  0.1722
O  0.0886  0.1073  -0.0499
O  -0.0079  -0.019  -0.1374
O  0.0277  0.0883  0.1641
O  0.0864  -0.0541  0.1326
O  0.0014  0.0243  0.0247
O  0.0466  -0.0035  0.122
O  0.0021  -0.0166  0.0211
O  -0.0407  0.0206  0.0682
O  0.0054  0.1173  0.1688
O  -0.0511  -0.1937  -0.1543
O  -0.0242  0.0057  -0.0391
O  0.0014  0.228  0.2797
O  -0.001  0.0379  0.091
O  0.0687  -0.0443  0.0118
O  0.1391  -0.1001  0.2541
O  -0.1216  -0.1276  0.2225
O  0.1417  -0.2816  0.1162
O  -0.0574  0.0645  -0.1601
O  -0.0794  -0.2391  0.1321
O  -0.0526  0.0308  0.0652
O  0.0216  0.0468  0.0268
O  -0.0465  -0.0042  0.0231
O  -0.0154  -0.0212  0.0723
O  0.0357  -0.011  0.1029

The program warned: the cutoff lies below the one the program advises for these potential files.
